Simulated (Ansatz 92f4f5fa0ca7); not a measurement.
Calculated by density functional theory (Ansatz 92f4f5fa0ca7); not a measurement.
Periodic cell of 234 atoms, Si134O100, from a study of silicon, its oxide and their interface. The atomic structure is a simulated model.

Settings: functional PBE; potential files Ansatz PAW; basis plane waves; wave-function cutoff 700 eV; density cutoff ratio 5; exchange-correlation grid ratio 2; k mesh 2 x 2 x 1, shifted by 0.5 0.5 0.5 of a step; self-consistency stop 5e-08 eV per atom in the density residual; occupations Fermi-Dirac, 0.05 eV; spin none; net charge 0.

Cell vectors (angstrom)
a	11.5983	0	0
b	0	15.4644	0
c	6.9636	2.4745	22.651

Atoms: element, x, y, z (angstrom)
Si	-0.4732	-3.3987	-0.2036
Si	-0.9944	1.3639	0.4863
Si	-0.4496	4.4857	0.5639
Si	-0.6	8.9099	0.0979
Si	3.2852	-3.2322	0.354
Si	2.9083	1.0855	0.232
Si	3.1783	5.0189	0.1656
Si	3.2598	8.2299	0.0162
Si	7.2222	-1.6709	-0.2727
Si	6.9806	1.3952	0.4958
Si	7.2155	4.4337	-0.1068
Si	6.818	8.7424	0.1648
Si	1.2225	-3.1297	1.5073
Si	1.075	0.7341	1.6265
Si	1.4656	4.7897	1.8446
Si	1.2962	8.6421	1.4681
Si	5.3232	-2.6482	1.4078
Si	4.9247	1.158	1.5779
Si	5.2431	4.7468	1.3671
Si	5.0127	8.6514	1.6058
Si	9.0909	-2.7013	1.055
Si	8.7976	1.1054	1.8958
Si	8.9738	4.928	1.4747
Si	8.9363	8.7881	1.3355
Si	1.1738	-1.1811	2.895
Si	1.2333	2.7765	3.0532
Si	1.2692	6.7965	3.0049
Si	1.2502	10.4891	2.9058
Si	5.08	-0.8207	2.8533
Si	5.0543	3.0107	3.0097
Si	5.142	6.6607	2.8573
Si	5.1567	10.708	2.7697
Si	8.9918	-1.0025	2.8046
Si	8.9523	3.1112	3.0848
Si	8.9483	6.8658	2.83
Si	8.9433	10.7583	2.6233
Si	-0.7383	-0.9713	4.2305
Si	-0.6898	2.9928	4.4675
Si	-0.7217	6.7724	4.2979
Si	-0.7706	10.5709	4.1414
Si	3.1456	-0.9684	4.1912
Si	3.1544	2.9375	4.4554
Si	3.2417	6.7189	4.3302
Si	3.2396	10.5741	4.184
Si	7.0387	-0.9066	4.1481
Si	6.9927	3.0232	4.4342
Si	7.0379	6.7479	4.2616
Si	7.0854	10.6425	4.0959
Si	-0.7317	12.5227	5.4546
Si	-0.7614	0.9551	5.6817
Si	-0.643	4.94	5.8635
Si	-0.7531	8.6939	5.6448
Si	3.2	12.5306	5.4494
Si	3.1524	0.9106	5.6679
Si	3.1646	4.889	5.8408
Si	3.2898	8.6721	5.6424
Si	7.0377	12.5851	5.4026
Si	7.0914	0.9563	5.614
Si	6.9766	4.9458	5.8466
Si	7.0187	8.7226	5.5377
Si	1.2352	12.5475	6.717
Si	1.1901	0.9219	7.0435
Si	1.3162	4.9486	7.3151
Si	1.2916	8.6552	6.9489
Si	5.138	12.4521	6.7588
Si	5.1568	0.9257	6.9487
Si	5.0292	4.8926	7.3158
Si	5.2091	8.6722	7.071
Si	8.9333	12.644	6.7669
Si	8.9387	0.9517	7.1094
Si	8.9493	4.9817	7.1916
Si	8.8532	8.6868	6.993
Si	1.151	-1.1592	8.2249
Si	1.336	2.8346	8.4665
Si	1.2771	7.009	8.6993
Si	1.3517	10.6883	8.0542
Si	5.0296	-1.1232	8.0539
Si	5.158	2.7373	8.495
Si	5.1026	6.9203	8.7507
Si	5.1857	10.6751	8.2855
Si	8.9424	-1.0817	8.3907
Si	8.863	2.9753	8.441
Si	8.8376	6.9189	8.6558
Si	8.9359	10.7453	8.0503
Si	10.9417	13.6668	9.6699
Si	10.8725	2.7224	9.5709
Si	10.7918	7.5904	9.8251
Si	10.9397	10.6767	9.1917
Si	3.1413	-1.3034	9.4014
Si	3.2684	1.9052	9.6995
Si	3.2253	7.7918	10.0604
Si	3.2025	10.941	9.476
Si	6.8314	14.1538	9.4963
Si	7.0188	3.1625	10.0372
Si	6.9644	6.4155	10.2673
Si	7.1641	11.1232	9.5369
Si	-0.315	2.7641	12.3703
Si	7.7472	-0.9734	14.4602
Si	11.1746	7.5363	12.7596
Si	2.5351	6.3315	12.6923
Si	2.8219	2.6382	15.1677
Si	10.3766	0.3385	11.339
Si	3.6557	5.6343	15.5487
Si	2.3389	10.6085	15.073
Si	14.4873	9.2112	20.6007
Si	7.7286	5.154	18.1116
Si	11.8666	13.1212	21.2822
Si	2.6824	3.1459	12.2983
Si	10.6781	7.3883	15.6389
Si	6.7024	6.5139	15.7845
Si	7.3137	0.5512	11.7394
Si	6.5752	12.1851	15.9666
Si	7.7443	10.6953	12.4828
Si	12.7054	0.2065	19.995
Si	7.041	7.961	13.2159
Si	1.3133	-1.9861	14.8102
Si	10.9618	9.8621	14.4528
Si	1.2077	6.0582	16.7128
Si	7.9471	10.8436	18.178
Si	5.255	10.1901	14.1133
Si	10.0596	12.6343	13.7645
Si	0.0847	3.7802	15.0869
Si	7.2712	8.0452	18.2994
Si	10.6269	11.311	19.492
Si	6.6486	3.7603	20.2605
Si	10.3833	4.9319	17.2949
Si	7.2317	16.1774	19.6911
Si	3.4634	-0.1933	15.8776
Si	8.5345	5.8895	21.4451
Si	5.9098	9.9337	20.1026
Si	17.9269	-0.5765	16.8499
Si	13.3634	-1.775	17.6625
Si	10.0532	1.3577	20.6144
Si	13.2193	10.6795	18.138
O	-0.1159	-2.7234	-1.6903
O	-0.6767	2.9016	0.9439
O	7.8513	11.4269	16.6579
O	-1.3458	1.4925	-1.1564
O	-0.6246	10.4444	-0.5871
O	0.1861	4.3048	-0.9843
O	11.5197	1.3343	19.8576
O	-0.3287	7.7903	-1.1236
O	2.8813	-2.2577	-0.909
O	10.0086	2.7861	21.4143
O	9.7229	7.0343	21.2179
O	2.4356	2.6598	0.0027
O	8.3656	9.2533	18.1938
O	3.0321	6.6288	0.2183
O	3.5223	8.1728	-1.6734
O	0.7476	-1.9413	16.3721
O	7.1675	-1.8549	-1.9709
O	7.1843	-0.0062	-0.3647
O	7.169	2.7811	-0.4353
O	7.5006	5.1408	-1.6172
O	6.7656	7.374	-0.7562
O	13.6378	12.2583	18.4126
O	11.0697	14.3413	11.2021
O	10.966	12.0504	10.147
O	3.6397	2.7825	11.0555
O	10.9414	1.1075	10.0073
O	10.5063	7.0149	11.3756
O	5.5639	10.974	15.5453
O	10.9077	9.2574	10.0763
O	3.1842	12.5597	10.1493
O	3.1558	0.2626	10.1396
O	12.5791	9.9031	14.5762
O	8.7889	0.1098	11.2381
O	3.4892	4.0161	15.6978
O	3.4526	7.0109	11.5192
O	3.1712	9.475	10.3822
O	6.9185	12.6414	10.1861
O	6.3512	15.1459	10.7561
O	10.639	1.281	12.6469
O	6.9538	4.756	10.5764
O	3.1863	1.3934	16.1318
O	2.4081	-0.7135	14.6767
O	7.5928	10.3008	10.9043
O	6.9274	7.2265	11.7435
O	1.2478	2.4283	12.0731
O	8.9332	11.8674	12.7214
O	12.7554	7.1779	12.6618
O	7.4381	5.2547	16.5134
O	3.3631	2.5024	13.6352
O	1.1797	2.5932	15.1904
O	3.6172	10.0785	14.2035
O	0.9182	5.1577	15.3538
O	13.9149	10.3306	16.6957
O	10.6911	3.5205	11.0472
O	10.1963	8.9425	15.5873
O	7.081	2.1537	11.392
O	2.3701	4.7411	12.3559
O	10.8462	9.1346	12.986
O	12.7978	-0.581	18.5929
O	9.2891	14.0139	14.1868
O	6.918	-2.3947	14.6239
O	6.0931	-2.1923	17.101
O	10.6057	6.7952	14.1118
O	7.4435	6.8528	14.3675
O	6.6164	17.6351	20.019
O	7.1779	0.0476	13.309
O	7.9276	6.6423	18.7906
O	8.0979	9.2307	13.18
O	6.1612	8.4676	19.4151
O	6.6659	7.8119	16.7948
O	5.1038	-0.1682	15.8182
O	5.1954	6.0172	15.6129
O	10.5277	3.6931	16.23
O	12.1755	7.51	16.331
O	3.1975	-1.189	17.1434
O	9.154	11.6406	18.8998
O	11.6481	13.2735	13.7545
O	6.1839	11.0269	13.0133
O	9.8589	6.3396	16.5822
O	3.169	6.374	14.1832
O	6.4166	4.4131	18.7674
O	2.3056	-3.2716	14.7225
O	5.6578	8.6211	13.8349
O	9.2067	4.445	18.3039
O	11.5712	10.583	18.3453
O	10.3198	11.3305	14.7296
O	11.3339	12.7379	19.7998
O	18.1544	0.1461	18.299
O	8.8453	16.4893	19.5452
O	-0.6031	3.7525	13.6246
O	2.8165	6.1995	16.8691
O	11.8971	5.3089	17.8904
O	12.1881	14.6742	21.1544
O	4.3295	9.9606	20.4466
O	13.7582	9.5604	19.1907
O	13.26	12.408	21.7568
O	8.0555	4.5201	20.6688
O	6.5124	11.0027	18.981
O	19.269	-0.2626	15.9396
O	10.6163	13.1449	22.3737

Results
free energy: -142058.588 eV
free energy less fixed offsets of O -569.03, Si -635.61 eV per atom: 16.152 eV
pressure: -0.15 GPa
stress xx, yy, zz, yz, xz, xy (GPa, positive in tension): -0.7, 0.4, 0.75, -0.21, -0.03, 0.32

Forces (eV/angstrom), in the order of the atoms: element, x, y, z
Si	0.1151	0.0355	-0.229
Si	0.0392	0.2923	-0.0524
Si	0.3221	-0.1086	0.0435
Si	-0.0316	-0.0614	0.0493
Si	0.1292	0.3585	0.027
Si	0.0975	-0.2772	0.168
Si	-0.08	-0.3092	0.5616
Si	-0.2636	-0.049	0.1117
Si	-0.0592	-0.1253	0.0406
Si	0.0686	0.0003	-0.059
Si	0.1046	-0.3515	0.2807
Si	-0.2083	-0.1629	0.1715
Si	0.1833	-0.0211	-0.1591
Si	-0.0983	0.0049	-0.1604
Si	-0.0677	0.0325	-0.1851
Si	0.1462	-0.0143	-0.3761
Si	-0.0878	0.0684	-0.2597
Si	-0.1253	-0.0437	-0.2432
Si	-0.1567	0.2129	-0.4571
Si	0.1968	-0.0769	-0.2691
Si	-0.0498	0.0918	-0.2032
Si	-0.0695	0.1977	-0.0891
Si	0.0626	0.0355	-0.3718
Si	-0.029	-0.0926	-0.2928
Si	0.0409	0.1511	-0.1426
Si	0.0567	0.0519	0.2102
Si	0.1565	-0.0512	0.0369
Si	-0.0301	-0.1726	0.0702
Si	-0.1108	-0.0693	-0.0979
Si	-0.0068	0.0543	0.087
Si	-0.13	-0.0647	-0.0021
Si	0.0431	0.1948	-0.2035
Si	-0.0536	-0.0946	-0.0033
Si	0.1506	0.1624	0.3486
Si	-0.0488	-0.0588	-0.0003
Si	0.1166	0.045	-0.2194
Si	-0.0138	-0.0136	0.0664
Si	0.0031	-0.0493	-0.1818
Si	0.0782	-0.0055	-0.0855
Si	-0.011	0.0935	-0.0541
Si	0.1866	0.0356	0.0446
Si	-0.2238	-0.105	-0.1859
Si	0.0456	0.1119	-0.1486
Si	-0.0788	0.1784	-0.0416
Si	0.0353	-0.1612	-0.0115
Si	0.1041	-0.0219	-0.1685
Si	-0.1185	0.0141	-0.0096
Si	-0.0661	-0.0572	0.0644
Si	-0.0595	0.0818	0.0203
Si	0.1805	0.0927	-0.0055
Si	-0.1173	-0.097	0.0135
Si	-0.0305	-0.0293	0.1222
Si	-0.0293	-0.0579	0.0164
Si	0.0266	0.1785	0.0916
Si	-0.0179	0.0158	-0.0663
Si	0.0121	-0.1865	0.0654
Si	-0.1241	0.0372	0.0467
Si	0.0179	0.0075	-0.0026
Si	0.0228	0.0099	0.0823
Si	0.103	-0.0207	-0.0695
Si	0.0576	0.0727	-0.2832
Si	-0.1399	-0.0249	-0.2291
Si	-0.015	0.1578	0.0437
Si	-0.012	-0.0788	-0.303
Si	0.0137	-0.0276	-0.2382
Si	0.0921	-0.0183	-0.1892
Si	0.0272	-0.0047	0.1216
Si	-0.0597	-0.0679	0.0388
Si	0.0264	0.184	-0.1045
Si	-0.0177	-0.007	0.056
Si	0.0292	0.067	0.0004
Si	-0.0114	-0.244	-0.0688
Si	-0.2338	0.0244	0.2845
Si	0.0938	-0.24	0.1737
Si	-0.011	0.1854	0.1739
Si	-0.0733	0.0207	0.1912
Si	0.2888	0.0627	0.2755
Si	0.0549	-0.0706	0.0349
Si	-0.0275	0.0262	-0.0087
Si	0.2915	0.1189	0.1441
Si	0.0598	-0.0485	0.2011
Si	-0.1126	-0.0734	0.0862
Si	-0.0833	-0.1576	0.064
Si	-0.2135	0.0132	0.1568
Si	0.0013	-0.3721	0.0926
Si	-0.0097	-0.0114	0.2607
Si	-0.0001	0.2938	0.2057
Si	0.0894	-0.1778	0.5591
Si	0.0271	-0.3503	0.1347
Si	0.0568	-0.1262	-0.1391
Si	-0.0267	0.1301	-0.0893
Si	-0.068	0.3487	0.3141
Si	-0.1594	-0.1809	0.2421
Si	-0.0022	-0.0613	-0.1263
Si	0.0791	0.1704	-0.1356
Si	-0.0265	0.1013	0.3878
Si	0.1171	0.3137	0.1363
Si	-0.0171	-0.2265	0.1875
Si	-0.0195	0.1307	0.4041
Si	-0.083	-0.0064	0.1216
Si	-0.1363	-0.1028	0.2938
Si	0.1745	0.1295	-0.0495
Si	0.0275	-0.0608	0.2602
Si	-0.0833	0.1736	0.1018
Si	-0.0969	0.0234	0.0559
Si	-0.0314	0.0641	-0.0213
Si	0.2332	-0.0777	-0.1281
Si	-0.1346	0.0239	0.2699
Si	-0.1193	0.1453	0.2188
Si	0.0288	0.0684	0.1051
Si	-0.1044	0.0104	0.0872
Si	0.0504	-0.0532	0.0898
Si	0.0419	0.1941	0.0963
Si	-0.2109	-0.088	-0.2829
Si	0.0737	-0.0078	0.1918
Si	-0.0209	-0.1557	0.0999
Si	-0.0025	0.1093	0.2624
Si	-0.0119	0.0355	0.1544
Si	0.1712	0.0084	-0.2171
Si	-0.0399	0.2357	0.315
Si	0.074	-0.1348	0.2284
Si	-0.0609	-0.0741	0.2555
Si	0.1189	0.0573	-0.2145
Si	-0.1806	-0.0302	-0.4526
Si	-0.0063	0.0539	-0.3739
Si	-0.0929	0.0473	-0.0201
Si	-0.0552	0.0587	-0.1707
Si	-0.1127	-0.0983	0.0671
Si	-0.1875	0.2953	-0.1842
Si	0.0955	0.0529	-0.5586
Si	0.0044	-0.1327	0.0309
Si	0.0095	-0.1875	-0.0803
Si	0.1163	-0.0248	-0.0502
Si	-0.0322	0.142	-0.2268
O	-0.0983	-0.0974	0.3506
O	-0.027	-0.1547	-0.0391
O	-0.0706	-0.0392	0.0542
O	-0.0813	-0.1793	0.4813
O	0.0334	0.0772	0.3521
O	-0.0033	-0.0373	0.1046
O	-0.0291	-0.0583	0.1352
O	-0.0371	0.1818	0.2855
O	-0.1077	-0.1672	0.2028
O	-0.0105	0.1271	0.2701
O	-0.0556	-0.034	0.1896
O	0.1821	0.0203	-0.0155
O	-0.1527	0.0076	0.0503
O	0.1546	0.1926	-0.2956
O	-0.0014	0.0708	0.8071
O	0.0712	0.0668	-0.0315
O	0.0925	-0.039	0.3649
O	-0.0656	-0.5106	0.079
O	-0.0517	0.0236	0.2558
O	-0.0957	-0.0002	0.1053
O	0.0184	0.1025	-0.0216
O	0.0044	-0.0275	0.0012
O	-0.0724	0.0024	0.0353
O	-0.0781	0.3975	-0.4158
O	-0.025	-0.1079	0.0373
O	-0.1719	0.0822	-0.0033
O	0.0387	0.0051	-0.3781
O	-0.0006	-0.055	-0.16
O	-0.0982	-0.3624	-0.3051
O	-0.0296	-0.0401	-0.4421
O	0.0395	0.2488	-0.1876
O	-0.0423	-0.0423	-0.0558
O	0.0193	0.0677	0.0455
O	0.044	0.0207	-0.0387
O	-0.0016	0.1739	-0.1708
O	0.038	-0.3225	-0.2126
O	0.1401	-0.0119	-0.4926
O	0.0374	-0.0079	-0.1001
O	-0.0976	-0.1363	-0.0492
O	0.0136	0.0536	-0.1755
O	0.0217	0.0426	-0.0977
O	0.0398	0.024	0.0256
O	-0.0215	-0.0081	-0.1122
O	-0.0105	-0.2081	-0.2302
O	0.0242	-0.025	0.0868
O	-0.1482	-0.1637	-0.1173
O	0.1178	-0.0092	-0.0356
O	0.0377	0.0188	0.0828
O	-0.0021	0.0533	-0.1909
O	0.095	0.0493	-0.0874
O	0.1212	-0.1014	-0.1046
O	0.0181	0.0381	-0.1161
O	-0.0447	-0.0228	0.0943
O	-0.0028	-0.166	-0.3242
O	0.0953	-0.1158	-0.1388
O	0.0148	0.0366	0.0049
O	0.035	0.0365	-0.0444
O	0.0219	-0.0865	-0.1792
O	-0.0073	0.2628	0.2775
O	0.0685	-0.0575	-0.1248
O	0.066	0.1666	-0.0317
O	0.0204	0.0811	-0.074
O	0.0258	0.0066	-0.2034
O	-0.0388	0.0947	-0.1919
O	-0.0134	-0.0279	0.0794
O	0.0138	0.2265	-0.3513
O	-0.0258	-0.1048	0.0512
O	-0.0192	-0.0599	-0.0523
O	-0.0413	0.0411	0.2121
O	0.0349	-0.1113	0.0502
O	0.0337	0.0278	-0.0365
O	-0.1212	-0.0414	-0.0342
O	0.1303	0.08	-0.0254
O	0.004	-0.2072	0.0259
O	-0.0358	0.0707	-0.0364
O	0.1266	-0.044	0.1454
O	-0.0674	0.0247	-0.0226
O	0.0811	-0.0679	-0.0717
O	0.1275	-0.0325	-0.0389
O	-0.0209	0.0566	-0.1867
O	0.069	-0.0086	0.1477
O	0.0136	0.023	-0.0786
O	-0.021	-0.056	-0.1315
O	0.0432	0.0801	-0.0811
O	-0.0099	0.024	0.2022
O	0.0258	0.1331	-0.2127
O	0.1108	0.1181	0.1955
O	0.0604	0.0813	0.1729
O	0.1397	-0.0516	0.0359
O	0.0458	-0.1383	-0.1862
O	-0.0664	-0.0318	-0.1358
O	-0.0326	0.0445	-0.1208
O	0.0903	0.1513	0.0876
O	-0.0479	-0.003	0.0282
O	0.0862	-0.18	0.2419
O	-0.0555	0.0863	0.0413
O	0.047	0.1714	-0.0398
O	-0.1124	-0.1487	0.2832
O	-0.0975	-0.0166	-0.0689
O	-0.1951	0.0701	0.0608

The program warned: the cutoff lies below the one the program advises for these potential files.
